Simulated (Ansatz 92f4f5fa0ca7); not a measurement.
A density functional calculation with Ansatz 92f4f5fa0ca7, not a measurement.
Periodic cell of 189 atoms, Si117O72, from a study of silicon, its oxide and their interface. The atomic structure is a simulated model.

Settings: functional PBE; potential files Ansatz PAW; basis plane waves; wave-function cutoff 700 eV; density cutoff ratio 5; exchange-correlation grid ratio 2; k mesh 2 x 2 x 1, shifted by 0.5 0.5 0.5 of a step; self-consistency stop 5e-08 eV per atom in the density residual; occupations Fermi-Dirac, 0.05 eV; spin none; net charge 0.

Cell vectors (angstrom)
a, 11.5983, 0, 0
b, 0, 11.5983, 0
c, -0.3272, -0.7416, 25.7095

Atoms and the computed forces on them: element, x, y, z (angstrom), force x, y, z (eV/angstrom)
Si, 12.0431, 7.6705, -0.6701, 0.1292, 0.1076, -0.2696
Si, 11.9508, -0.9086, -0.1796, -0.1477, 0.1137, -0.2839
Si, 11.7673, 2.2367, -0.7989, 0.1117, -0.2094, -0.2767
Si, 4.2346, 6.925, -0.1934, -0.039, -0.1138, -0.4778
Si, 4.5338, -1.6676, -0.9113, 0.2284, -0.1675, 0.0476
Si, 4.0519, 3.8051, -0.7114, -0.0714, 0.0826, -0.1656
Si, 7.9999, 6.7758, -0.135, -0.0343, 0.1164, -0.6452
Si, 8.0557, -1.6801, -0.5027, 0.2092, -0.1037, -0.2441
Si, 7.7165, 3.6623, -0.7008, 0.0717, 0.1468, 0.2757
Si, 2.1737, 7.0286, 0.87, -0.0886, 0.0207, -0.2474
Si, 2.5254, -0.9049, 0.65, 0.0086, -0.1014, -0.3995
Si, 2.1076, 3.0644, 0.5404, 0.0252, -0.0781, -0.1202
Si, 6.1053, 6.8645, 1.1581, -0.1309, -0.0153, -0.048
Si, 6.1377, -1.0664, 0.7558, 0.0595, -0.0218, -0.1715
Si, 5.9179, 3.1204, 0.7211, -0.0398, 0.1653, -0.1679
Si, 10.1348, 6.8379, 0.7275, 0.2925, 0.1467, -0.0847
Si, 9.9004, -0.9902, 0.8995, -0.1525, -0.1363, -0.2523
Si, 9.8204, 2.9494, 0.4778, -0.1293, 0.0776, -0.0894
Si, 2.3018, 8.9069, 2.2007, 0.1326, 0.0688, 0.1686
Si, 2.3292, 1.0939, 1.962, 0.0156, 0.0716, 0.0001
Si, 2.0778, 4.9652, 2.0434, -0.0552, -0.0691, 0.0624
Si, 6.0992, 8.8309, 2.3383, -0.0092, -0.0306, 0.3331
Si, 6.0269, 1.0311, 1.9812, 0.0275, 0.0424, -0.1238
Si, 6.0093, 4.8744, 2.2975, -0.019, -0.1011, 0.2611
Si, 9.9957, 8.6895, 2.218, -0.0638, 0.0369, 0.1666
Si, 9.8076, 1.0719, 2.0388, 0.0535, 0.0387, 0.0635
Si, 10.0365, 4.8515, 2.0232, 0.0179, -0.1004, -0.0359
Si, 11.9446, 8.8294, 3.5248, -0.0571, -0.0034, 0.004
Si, 11.8922, 1.036, 3.3405, -0.0248, 0.0531, -0.1687
Si, 11.8629, 4.9273, 3.5219, 0.043, -0.0498, 0.0349
Si, 4.1507, 8.8021, 3.6195, -0.0355, 0.0659, -0.0185
Si, 4.1548, 1.0528, 3.4609, -0.1393, 0.018, -0.0067
Si, 4.0046, 4.9567, 3.5122, 0.0587, -0.0806, -0.0705
Si, 8.0707, 8.7589, 3.5916, 0.0254, 0.0209, -0.0363
Si, 7.9254, 1.0447, 3.4598, 0.1412, 0.0514, 0.0084
Si, 8.0649, 4.9186, 3.4765, -0.0635, -0.0627, -0.101
Si, 11.9149, 6.9011, 4.8904, 0.0068, 0.035, -0.0299
Si, 11.9007, -0.8493, 4.8566, -0.0499, -0.0904, 0.0057
Si, 11.9117, 2.9439, 4.7866, 0.0383, 0.0175, -0.0988
Si, 4.1077, 6.8689, 4.93, -0.0602, 0.0461, 0.0404
Si, 4.1296, -0.8658, 4.9161, 0.0293, -0.0717, 0.0105
Si, 4.0923, 3.0001, 4.813, 0.0283, 0.0253, -0.06
Si, 8.0309, 6.8365, 4.9178, -0.0177, 0.0721, 0.0678
Si, 8.0191, -0.8913, 4.8948, -0.0137, -0.0666, 0.0272
Si, 7.9998, 2.9876, 4.8246, 0.0446, -0.0112, -0.023
Si, 2.2087, 6.9179, 6.3293, 0.0362, -0.0648, 0.0906
Si, 2.2065, -0.9161, 6.298, 0.0027, 0.0745, 0.0528
Si, 2.2052, 2.9855, 6.2187, 0.0354, -0.0701, 0.0391
Si, 6.0601, 6.8887, 6.2637, 0.0157, -0.1068, 0.0019
Si, 6.0658, -0.9343, 6.2687, -0.0024, 0.0175, -0.0274
Si, 6.0283, 3.0052, 6.1489, -0.0782, 0.135, -0.1249
Si, 9.9851, 6.9098, 6.2616, -0.042, 0.0029, -0.0105
Si, 9.9747, -0.9191, 6.2403, 0.0251, 0.1105, 0.0037
Si, 9.9791, 2.9891, 6.1277, -0.0072, -0.081, -0.1138
Si, 2.2249, 8.7942, 7.8439, -0.0329, -0.0339, -0.0145
Si, 2.244, 1.0493, 7.5657, -0.0617, -0.1341, 0.0099
Si, 2.2051, 4.9391, 7.5941, 0.029, 0.1189, 0.0218
Si, 6.0442, 8.769, 7.7652, -0.0036, 0.008, 0.0169
Si, 6.0086, 1.0662, 7.474, 0.0525, -0.0915, 0.0162
Si, 6.0346, 4.9191, 7.5172, 0.0022, 0.0682, 0.0823
Si, 9.9825, 8.7862, 7.7522, -0.0056, -0.0177, -0.0067
Si, 9.9663, 1.0711, 7.4529, 0.0498, -0.0575, 0.0486
Si, 10.0127, 4.9216, 7.4961, 0.0189, 0.1076, 0.0587
Si, 11.8767, 8.7607, 9.27, 0.0385, -0.0165, 0.111
Si, 11.8712, 1.0631, 8.8181, -0.0406, -0.0505, -0.2479
Si, 11.88, 4.9961, 8.966, -0.0304, 0.1172, -0.1397
Si, 4.167, 8.7912, 9.323, -0.0281, -0.0577, 0.1254
Si, 4.1638, 0.9819, 8.9467, 0.0043, -0.1042, -0.1073
Si, 4.1476, 4.9633, 8.9462, 0.0074, 0.0933, -0.1659
Si, 8.0124, 8.7681, 9.1128, 0.0041, -0.0663, 0.189
Si, 7.9859, 1.0801, 8.6861, -0.0206, -0.0194, -0.3043
Si, 8.0286, 4.8995, 8.7421, 0.0159, 0.1064, -0.3372
Si, 11.8838, 6.6865, 10.6959, -0.0958, -0.1804, 0.1148
Si, 11.8828, -0.6765, 10.3668, -0.0746, 0.0548, 0.1599
Si, 11.8756, 2.9875, 10.1078, -0.001, -0.0692, 0.2613
Si, 4.1624, 6.672, 10.6289, 0.0967, -0.1121, 0.1795
Si, 4.2046, -0.7151, 10.6612, 0.0149, 0.1838, 0.1975
Si, 4.1466, 2.9703, 10.1327, 0.0643, 0.0835, 0.2678
Si, 8.0431, 6.6035, 10.3028, -0.033, 0.0481, 0.01
Si, 7.9652, -0.6535, 10.1925, -0.0988, -0.0598, -0.0559
Si, 8.0199, 2.9695, 9.9982, -0.0303, -0.0465, 0.165
Si, 2.2653, 6.0677, 12.0463, 0.0464, -0.1539, 0.0391
Si, 2.1215, -0.0628, 11.7683, -0.0913, 0.138, 0.13
Si, 2.2027, 2.9964, 11.4223, 0.0225, -0.0158, 0.5075
Si, 6.2339, 6.057, 11.751, 0.0452, -0.1967, 0.1964
Si, 6.3074, -0.0749, 11.8145, 0.1083, 0.1284, 0.2451
Si, 6.1371, 2.9833, 11.353, -0.1042, -0.001, 0.5344
Si, 9.8056, 5.9772, 11.7928, 0.0121, -0.2936, 0.2154
Si, 9.8429, -0.2071, 11.4895, 0.1417, 0.33, 0.5208
Si, 9.9048, 2.8848, 11.3414, 0.1053, -0.0346, 0.6083
Si, 7.3399, 2.3706, 22.1448, -0.0322, -0.0264, -0.4283
Si, 0.3365, 1.3407, 21.8502, -0.0365, -0.1279, -0.2874
Si, 4.0374, 7.8059, 17.2678, 0.1511, 0.0967, 0.1185
Si, 3.5641, -0.9353, 16.713, 0.029, -0.0101, 0.0962
Si, 10.0478, 10.5318, 18.6521, 0.0155, -0.0327, -0.2049
Si, 9.1904, 4.5513, 21.6125, -0.0822, 0.2421, -0.464
Si, 5.001, 3.2856, 20.129, -0.032, -0.0345, -0.2552
Si, 2.9954, 9.7254, 19.225, -0.0901, 0.0519, 0.0659
Si, 8.5439, 5.4269, 16.5597, 0.194, -0.2526, 0.1762
Si, 4.9538, 11.9898, 18.8619, 0.0752, -0.0283, -0.077
Si, 10.54, 3.0535, 19.617, 0.0304, -0.0045, -0.3051
Si, 2.7278, 3.0611, 22.149, -0.0251, -0.0388, -0.282
Si, 0.3069, 5.7512, 19.5297, -0.1464, -0.1211, -0.1296
Si, 8.0019, 7.162, 14.0072, 0.0762, -0.2592, 0.0885
Si, -0.0415, 5.6637, 16.6841, -0.0538, -0.1539, 0.1657
Si, -1.5783, -3.5074, 19.947, 0.0112, -0.0161, -0.1456
Si, 10.2478, 3.011, 16.6093, -0.0299, -0.0699, 0.0788
Si, 13.5169, 7.2874, 15.0026, -0.1826, -0.009, 0.4162
Si, 7.4809, -0.1942, 20.3789, 0.065, -0.028, -0.3562
Si, 12.238, 5.391, 22.2951, -0.0478, -0.0185, -0.2051
Si, -1.3572, 11.6937, 15.6987, 0.0388, 0.2495, 0.3081
Si, 7.3818, 7.0889, 21.1058, 0.1257, 0.0372, -0.3057
Si, 6.3662, -2.1314, 22.6304, 0.1145, 0.0117, -0.171
Si, 8.3163, 10.2297, 13.8, 0.1025, 0.3296, -0.0165
Si, 1.4582, 10.4196, 14.6458, -0.1223, 0.1228, 0.4015
Si, 0.4082, -1.4146, 20.6801, -0.1046, -0.0028, -0.2265
Si, 6.1045, 5.8009, 18.5499, 0.0375, -0.0189, -0.0103
O, 4.2421, 5.4557, -1.0062, -0.1378, -0.2327, 0.2764
O, 3.8953, 3.2282, -2.2712, 0.1234, 0.0389, 0.2116
O, 8.8775, -0.6668, 19.706, -0.1586, 0.0649, 0.1831
O, 11.857, 9.2859, -1.1025, 0.0301, -0.3711, 0.4099
O, 2.1628, 1.5519, 12.3031, 0.0454, -0.3912, -0.4699
O, 7.7646, 5.3361, -1.0122, 0.1546, -0.3112, 0.3102
O, 0.837, 6.1164, 18.0206, -0.0994, -0.0315, 0.0869
O, 8.1652, 5.8019, 21.728, -0.0531, -0.0261, 0.1477
O, 3.6969, 3.7137, 21.0083, -0.1019, -0.0463, 0.2217
O, 6.6472, -1.2646, 21.2753, -0.1419, -0.1131, 0.2792
O, 13.2556, 4.1828, 22.6395, 0.0483, 0.0685, 0.1221
O, -0.1351, 1.9289, 23.3001, -0.0622, 0.0351, 0.4604
O, 7.8709, -0.975, -2.0014, -0.0155, -0.0421, 0.1661
O, 7.8394, 1.049, 21.3575, 0.0053, 0.0784, 0.1616
O, 7.5181, 5.4681, 17.8169, 0.0164, 0.0168, -0.0452
O, 4.3699, 8.2785, -1.187, -0.1123, 0.363, 0.2903
O, 8.0134, 8.2797, -0.915, -0.0392, 0.0825, 0.2985
O, 2.4295, 6.8277, 13.5219, -0.0009, -0.1508, -0.3524
O, 8.608, 3.333, 22.4983, 0.0282, -0.1125, 0.0871
O, 9.8598, 4.3254, 12.2492, 0.0145, 0.2898, -0.52
O, 2.2249, 4.4002, 12.3672, -0.0146, 0.3344, -0.3751
O, 2.7698, 11.1077, 15.3727, -0.0603, -0.0407, -0.1096
O, 7.1782, 2.788, -2.0365, 0.0165, 0.2467, 0.2129
O, 1.7121, -0.9958, 13.062, 0.1174, 0.1061, -0.1404
O, 6.1889, 4.4223, 12.242, -0.0154, 0.3339, -0.4669
O, 10.2096, 2.4373, 18.1507, 0.0037, 0.0763, 0.0665
O, -0.0716, 4.0334, 16.4497, -0.0045, 0.1235, 0.0131
O, 0.6345, 6.3618, 15.3978, 0.0731, 0.0749, -0.1887
O, 6.5515, 11.8061, 19.0966, 0.0221, -0.0169, 0.1171
O, 9.857, 1.3844, 12.1667, 0.0303, -0.1709, -0.6632
O, 9.2385, 3.9254, 20.0881, -0.0653, 0.0815, 0.245
O, 4.5917, 13.4888, 19.3762, -0.0147, 0.0571, 0.0969
O, -1.1183, 6.5466, 19.7316, 0.0855, 0.0332, 0.0374
O, 8.1213, 8.7365, 14.413, -0.0466, -0.048, 0.0431
O, 4.5583, 11.8452, 17.2695, -0.0582, -0.0406, -0.0055
O, 6.4763, -3.7101, 22.1888, -0.107, 0.1049, 0.1926
O, 6.2487, 3.1097, 21.172, 0.1003, -0.0767, 0.239
O, 6.6503, 6.9357, 13.1045, -0.1979, -0.1042, -0.0968
O, 1.1603, 6.0997, 20.8847, 0.0051, -0.0375, 0.2034
O, 0.0322, 11.0586, 15.1277, 0.1628, -0.0985, -0.2082
O, 9.3709, 6.7626, 13.1893, 0.1254, -0.072, -0.0749
O, 7.8572, 6.2158, 15.3275, -0.0516, 0.2652, -0.383
O, 9.5046, 10.2412, 12.6608, 0.1876, 0.1532, -0.0812
O, 4.8894, -1.8625, 23.3448, -0.2571, -0.1159, 0.2541
O, 4.4512, 9.263, 16.5775, -0.055, -0.0152, -0.028
O, 3.4807, 8.2102, 18.7821, -0.0584, 0.0378, -0.0617
O, 5.2235, 6.7177, 17.523, -0.095, 0.066, -0.0611
O, 6.2221, 1.559, 12.2668, -0.0546, -0.271, -0.4837
O, 8.8791, 15.4423, 16.2387, 0.01, 0.1128, 0.0132
O, -0.5645, -2.7053, 20.9691, 0.0607, 0.0362, 0.0877
O, 9.9946, 6.1289, 16.8957, 0.001, 0.0369, -0.0764
O, 5.3417, 4.4185, 18.9955, -0.0391, -0.0817, 0.0971
O, 6.8731, 10.727, 13.1755, -0.1565, 0.1245, -0.0997
O, -3.0715, -3.4887, 20.5585, -0.1045, -0.0942, 0.1216
O, 1.4209, 8.8345, 14.9863, 0.0371, -0.0715, -0.1254
O, 6.3925, 6.6501, 19.8978, 0.0658, 0.0519, 0.2287
O, -1.1997, 13.321, 15.6436, -0.0188, -0.1307, -0.1037
O, -1.6021, -2.7081, 18.5117, 0.0394, 0.0239, 0.1579
O, 4.1867, 10.7726, 19.6741, -0.042, -0.0138, -0.0129
O, 14.6292, 7.1001, 16.1908, -0.0658, -0.0264, -0.179
O, 0.1706, 4.1207, 19.5065, 0.0373, 0.0782, 0.0359
O, 10.9187, 1.8955, 20.6869, 0.1473, -0.0877, 0.2154
O, 11.49, 10.9177, 19.3086, 0.0577, -0.0366, 0.1146
O, 10.6909, 4.8798, 22.1262, 0.0693, -0.0015, 0.1329
O, 11.8024, 0.5677, -0.9591, 0.1033, 0.3235, 0.2378
O, 13.4635, 1.8209, 21.5122, 0.06, 0.0948, 0.1135
O, 1.9227, -1.9668, 20.4333, 0.0365, -0.0028, 0.0539
O, 0.3441, -0.2988, 21.8599, -0.0299, 0.0163, 0.0695
O, -1.6474, 11.2307, 17.2241, -0.0054, 0.0137, -0.1316
O, 8.8749, 11.2625, 14.9307, -0.1745, -0.2031, -0.2384
O, 2.3859, -1.2202, 17.8391, 0.1252, -0.0197, -0.0024
O, 12.2034, 6.3645, 23.5723, -0.0806, 0.0258, 0.2027

Results
free energy: -115334.601 eV
free energy less fixed offsets of O -569.03, Si -635.61 eV per atom: 1.929 eV
pressure: -0.83 GPa
stress xx, yy, zz, yz, xz, xy (GPa, positive in tension): 0.12, 2.1, 0.27, 0.04, 0.04, 0.06

The program warned: the cutoff lies below the one the program advises for these potential files.
